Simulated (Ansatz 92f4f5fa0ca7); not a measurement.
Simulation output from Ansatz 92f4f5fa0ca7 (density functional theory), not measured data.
Periodic cell of 217 atoms, Si128O89, from a study of silicon, its oxide and their interface. The atomic structure is a simulated model.
Doubt: the cutoff is far below the 930 eV that the study's wrapper takes by default for these files, so forces and energies are approximate.
This geometry differs little from another in the collection (a relaxation step or a small displacement).

Settings
functional: PBE
potential files: Ansatz PAW
basis: plane waves
wave-function cutoff: 580 eV
density cutoff ratio: 5
exchange-correlation grid ratio: 1
k mesh: 1 x 1 x 1, Gamma-centred
self-consistency stop: 5e-08 eV per atom in the density residual
occupations: fixed
spin: none
net charge: 0

Cell vectors (angstrom)
a  10.938  0  0
b  0  10.938  0
c  2.4033  2.7394  32.1096

Atoms and the computed forces on them: element, x, y, z (angstrom), force x, y, z (eV/angstrom)
Si  6.94  5.9473  25.9217  -0.0019  -0.0175  0.0114
Si  8.7359  7.6591  26.0043  0.0149  0.0098  -0.0006
Si  6.9506  0.521  26.2412  -0.0102  -0.0005  0.0143
Si  8.7451  2.2081  26.0728  -0.0002  -0.0006  -0.0183
Si  1.5476  6.0008  25.903  0.0096  0.0018  0.0133
Si  3.3281  7.7804  25.9916  -0.0041  -0.0068  0.0117
Si  12.4562  11.4571  26.2035  -0.0056  -0.012  0.0119
Si  3.3061  2.2507  26.0692  0.0097  0.0192  -0.0047
Si  5.138  6.8426  27.2734  -0.0016  0.0018  0.0089
Si  7.8822  9.5271  27.3105  -0.0046  0.0107  -0.0191
Si  5.1141  1.421  27.4217  0.0115  -0.0027  -0.0088
Si  7.8748  4.1326  27.2172  0.0009  -0.0054  -0.0026
Si  10.6256  6.8201  27.229  0.0015  -0.0058  -0.0067
Si  11.9365  8.2334  28.6614  -0.0018  0.008  0.0018
Si  10.5882  12.3351  27.3891  -0.0146  -0.0012  0.0174
Si  2.3889  4.1354  27.2394  0.0041  0.0047  -0.0038
Si  3.8029  5.4375  28.6587  0.0092  -0.0019  0.0037
Si  6.4623  8.2294  28.6833  -0.0092  -0.0119  0.0051
Si  3.8031  10.9016  28.7199  0.0038  0.0013  0.0084
Si  6.5021  2.8286  28.6936  -0.0082  0.0089  0.0065
Si  9.2857  5.4358  28.6434  0.0034  -0.006  -0.0014
Si  13.372  9.5734  27.3164  -0.0071  -0.0003  0.0038
Si  9.2648  10.8858  28.7021  0.0238  0.0004  0.0042
Si  11.9519  2.8151  28.689  -0.013  -0.0067  -0.0047
Si  5.1378  4.1067  30.0563  -0.0366  0.2128  0.4686
Si  7.8723  6.8412  30.0563  0.0498  -0.101  -0.539
Si  5.1378  9.5757  30.0563  0.1288  -0.1056  0.5399
Si  7.8723  12.3102  30.0563  -0.0353  0.04  -0.3653
Si  10.6068  4.1067  30.0563  -0.0984  0.1805  0.393
Si  13.3413  6.8412  30.0563  -0.0092  -0.0454  -0.4896
Si  10.6068  9.5757  30.0563  0.1001  -0.1709  0.4609
Si  13.3413  12.3102  30.0563  -0.0931  0.0702  -0.3605
Si  6.505  5.4739  31.4236  -0.0196  0.0473  0.002
Si  9.2395  8.2084  31.4236  0.0062  -0.044  -0.0118
Si  6.505  10.9429  31.4236  -0.0978  -0.0669  -0.0117
Si  9.2395  2.7394  31.4236  0.102  0.0385  -0.0173
Si  11.974  5.4739  31.4236  -0.1339  -0.0808  -0.0127
Si  3.7705  8.2084  31.4236  0.0923  0.0913  -0.0124
Si  11.974  10.9429  31.4236  0.0097  0.055  -0.0169
Si  3.7705  2.7394  31.4236  -0.0042  -0.0601  -0.0201
Si  2.7345  4.1018  0.6813  0.0293  -0.0982  -0.0043
Si  5.469  6.8362  0.6813  0.0488  0.0648  -0.034
Si  2.7345  9.5708  0.6813  0.0669  0.0255  -0.021
Si  5.469  1.3673  0.6813  -0.0984  -0.0389  -0.0099
Si  8.2035  4.1018  0.6813  0.0768  0.034  -0.0149
Si  0  6.8362  0.6813  -0.0654  -0.0188  -0.0192
Si  8.2035  -1.3673  0.6813  -0.0398  -0.0869  -0.0064
Si  10.938  1.3673  0.6813  0.0478  0.0953  -0.0674
Si  1.3673  2.7345  2.0485  -0.1444  -0.1553  -0.7636
Si  4.1018  5.469  2.0485  0.0763  0.0514  0.3788
Si  1.3673  8.2035  2.0485  -0.0091  0.0189  0.5684
Si  4.1018  0  2.0485  -0.0844  0.0612  -0.5431
Si  6.8362  2.7345  2.0485  0.1461  -0.0745  0.5772
Si  9.5708  5.469  2.0485  -0.0203  0.0399  -0.5532
Si  6.8362  8.2035  2.0485  0.0734  -0.0497  -0.4862
Si  9.5708  0  2.0485  -0.0154  0.0652  0.5774
Si  2.6867  1.3392  3.3321  0.0016  -0.0023  0.005
Si  5.4836  4.1124  3.4736  -0.0009  -0.0003  -0.0028
Si  2.7364  6.8209  3.4642  -0.006  -0.0076  0.0481
Si  5.4781  -1.3545  3.3373  0.0006  -0.0061  0.0252
Si  8.2199  1.3729  3.5076  0.0147  0.0151  0.0285
Si  0.0047  4.0942  3.3286  0.0082  0.0164  0.0368
Si  8.2067  6.8266  3.3528  0.0033  0.0009  0.0043
Si  -0.0051  9.577  3.499  -0.0049  -0.0014  0.002
Si  4.0102  2.6902  4.6955  -0.0117  0.0071  0.0001
Si  6.9298  5.5041  4.8194  0.0032  0.0037  0.0003
Si  4.1656  8.2439  4.7389  -0.0257  -0.0092  -0.0587
Si  6.8035  -0.0773  4.8167  -0.0173  0.0141  -0.0138
Si  -1.2641  2.8138  4.8171  -0.0244  -0.0215  -0.0393
Si  1.3423  5.3632  4.7607  0.0081  0.0228  -0.047
Si  7.7199  -1.933  6.0247  -0.0184  -0.0295  0.009
Si  1.4105  0.0479  4.8445  0.0049  -0.0024  -0.0091
Si  2.3228  3.6311  6.0958  0.0045  -0.0066  -0.0163
Si  5.972  7.331  5.9769  0.0493  0.0089  0.0011
Si  3.2239  -0.9433  6.0096  -0.0047  0.0202  0.0011
Si  4.8452  0.8312  5.8461  0.0146  -0.0181  0.0015
Si  -2.2152  4.5886  6.1088  -0.0204  -0.0027  -0.0046
Si  -0.3857  6.3647  6.0178  0.0129  0.003  -0.0123
Si  9.5362  8.1182  4.7926  0.0028  -0.0054  -0.0113
Si  0.5636  1.9052  6.0858  0.0014  -0.0066  0.0141
Si  5.9326  5.4231  23.7866  0.0017  0.0018  0.0019
Si  9.3574  8.6175  23.9339  -0.0039  0.0334  0.0525
Si  6.6259  10.1682  23.5665  -0.0295  0.0211  0.0411
Si  9.8858  2.2854  24.0036  -0.0428  0.0242  0.0028
Si  1.1264  4.2635  23.4211  0.0127  0.0173  -0.0283
Si  4.2699  7.991  23.8226  0.0209  -0.0058  -0.0359
Si  4.8017  7.3838  16.9853  -0.0036  -0.0085  0.0133
Si  3.9268  2.9633  23.8972  -0.0018  0.0022  -0.0296
Si  -0.5737  1.3932  8.077  -0.0294  -0.0173  0.0033
Si  8.1564  -0.8813  8.0708  -0.0008  0.0224  0.0277
Si  5.5582  -1.1443  12.5515  0.0023  -0.0066  0.0016
Si  5.9419  1.3049  8.5629  0.0094  0.007  0.0066
Si  3.0082  3.2005  11.0402  0.0062  0.0048  -0.0115
Si  2.9713  -1.7341  8.2492  -0.0143  -0.0042  0.0287
Si  2.6539  9.8568  21.9927  -0.0051  0.0066  0.01
Si  10.0707  2.6049  18.4227  0.0055  -0.0024  -0.0006
Si  -0.4065  0.8156  10.9454  0.0013  0.0018  -0.0066
Si  5.9449  0.3525  15.3078  -0.0015  0.0029  -0.002
Si  8.1859  3.6045  8.2271  -0.0202  0.0103  0.0477
Si  6.1903  3.4568  15.1413  -0.0018  -0.001  0.0004
Si  1.6396  3.0212  16.6897  0.004  0.0011  0.0001
Si  0.7058  6.9814  8.0338  -0.0097  0.0132  0.0243
Si  11.6075  10.7429  24.1767  0.0047  0.007  -0.0279
Si  5.2772  4.759  12.5117  0.0099  0.0031  -0.0038
Si  3.8263  0.392  10.5526  0.0056  -0.0021  -0.0082
Si  2.9304  4.6697  8.1711  0.0177  0.0146  0.0398
Si  7.8582  5.9356  21.2106  -0.0096  0.0021  0.0019
Si  4.3282  7.3202  13.8743  -0.0006  -0.0016  -0.003
Si  5.1696  6.8912  8.118  -0.001  -0.013  0.0474
Si  2.0604  8.8128  17.3714  0.004  0.0043  -0.0021
Si  3.3055  0.5779  16.9479  -0.0047  0.0002  -0.0006
Si  1.3136  7.7728  14.5648  0.0014  -0.0044  0.0026
Si  0.0009  4.8884  14.7315  0.0019  0.0004  0.0074
Si  9.2348  7.7647  21.7105  0.0072  0.0074  -0.0497
Si  8.2631  -0.9915  11.0187  -0.0078  -0.0104  -0.012
Si  -0.8162  6.5248  10.6155  -0.0093  0.003  -0.0237
Si  0.1669  3.8337  11.8957  -0.0074  0.007  -0.0031
Si  7.2503  5.9073  10.2363  0.0016  0  -0.0057
Si  8.7294  9.3736  19.4321  0.0002  -0.0001  0.0022
Si  4.965  0.8406  21.7405  0.0011  -0.0003  0.0053
Si  9.9113  3.6229  21.3495  0.0126  -0.0087  0.0047
Si  11.437  8.7906  19.9493  0.0077  0.0024  -0.0022
Si  5.1541  2.0709  18.9376  0.0014  0.0049  -0.0004
Si  4.2019  4.4218  17.4299  0.0008  0.0172  -0.0087
Si  7.68  0.7147  17.7574  -0.0017  0.0021  0.0005
Si  8.5936  4.6902  16.6669  -0.0089  0.0017  -0.001
Si  -0.2602  -1.9197  12.2724  0.0075  -0.0077  -0.007
Si  7.3453  6.9957  18.3927  0.0008  0.0014  -0.0122
O  10.8625  9.2693  24.2199  -0.0171  -0.0197  -0.006
O  6.2632  0.2827  24.7532  0.0295  -0.037  -0.0262
O  11.216  3.2111  24.3541  -0.0146  0.0046  0.0625
O  10.4458  0.8044  23.5968  0.0119  -0.0488  -0.0062
O  1.1676  5.6656  24.2867  -0.0084  0.015  0.0038
O  4.5164  10.9105  16.025  0.0033  0.001  0.0002
O  4.388  5.4369  8.0676  0  -0.0056  -0.0138
O  1.5403  9.5896  20.8736  0.0013  0.0031  0.0044
O  4.6784  6.4415  23.4886  -0.012  0.0176  0.004
O  6.9011  5.4618  22.4588  0.0067  -0.0064  0.002
O  8.8425  4.7033  20.794  -0.0043  0.0098  0.003
O  -0.3505  4.9739  10.8447  0.0041  -0.0066  0.008
O  2.5667  1.7937  16.1381  0.0007  -0.0015  0.0075
O  0.9025  6.2061  14.4394  -0.0009  0.001  0.0033
O  6.9844  6.3386  19.8611  0.0079  0.0036  0.0104
O  1.3342  8.1942  18.6918  -0.0053  0.0016  0.0065
O  8.6216  7.9989  18.5408  -0.004  -0.0011  0.011
O  2.603  4.1628  17.3304  0.0022  0.0006  0.0004
O  8.1948  9.7896  23.7167  -0.004  -0.003  0.0059
O  9.4117  3.9939  17.8848  0.001  0  0.002
O  6.3032  10.9542  22.1806  -0.0006  -0.0063  0.0112
O  2.6539  3.7413  23.1829  0.0196  -0.0153  0.0162
O  10.6834  7.6483  20.8682  -0.0039  -0.0099  0.0108
O  6.5591  1.8182  18.1612  -0.0032  -0.0001  0.0042
O  5.3567  1.8145  20.5153  -0.0032  -0.0035  -0.0006
O  4.3534  1.7128  22.9558  -0.004  0.0024  0.0196
O  4.9544  4.0042  16.0475  -0.0004  -0.0015  0.0162
O  7.9322  4.6947  9.4003  0.0023  -0.0164  -0.0205
O  6.0954  -0.5199  13.9543  -0.0046  0.0004  -0.0023
O  4.3925  3.5916  11.8045  -0.0094  -0.0051  0.0068
O  9.2043  2.8387  22.6095  -0.0023  0.0046  -0.0017
O  11.576  2.4452  17.8339  -0.0082  -0.0007  0.0069
O  8.5128  -1.6207  9.509  -0.0002  -0.0047  -0.0013
O  8.5174  6.6846  10.9197  0.0044  -0.0045  0.0032
O  3.6218  8.4125  17.3334  0.0002  -0.0027  0.0022
O  6.9057  2.5912  8.3635  -0.0023  0.0036  -0.0054
O  5.0095  7.2478  15.3678  -0.0024  0.0018  -0.0012
O  -0.5634  6.9006  9.0524  0.0032  -0.0008  0.0087
O  11.765  3.7004  15.4698  -0.0056  0.0031  0.0006
O  6.2541  5.4026  11.3987  0.002  0.0031  0.0036
O  6.7612  -0.0795  8.3708  0.0061  -0.0159  -0.0038
O  1.7737  5.8011  8.4306  0.0015  -0.0166  0.0035
O  3.2502  8.4771  22.633  0.0166  -0.0033  0.0263
O  8.903  0.5254  10.9455  0.0036  0.0039  0.0037
O  2.8277  7.94  13.9883  -0.0038  0.0008  0.0066
O  11.2744  4.35  21.9712  -0.0091  -0.0041  -0.006
O  6.6995  -1.0282  11.4008  0.0014  0.0007  0.0107
O  5.1466  1.192  9.9751  -0.0024  -0.0056  0.0032
O  5.6828  8.8423  23.7494  -0.0054  0.0212  0.006
O  1.7969  3.8811  11.8888  -0.0017  -0.0023  0.0059
O  5.2513  3.9427  23.9778  0.0005  -0.0005  0.0109
O  4.1346  8.0827  8.5727  -0.0009  0.0001  -0.0075
O  7.6278  3.6347  15.8874  -0.0017  0.0008  0.0051
O  10.201  2.6445  20.0634  -0.0007  0.0016  -0.0003
O  8.3767  9.0176  20.9906  -0.004  -0.0098  0.0086
O  9.5485  2.7477  8.5536  0.0161  -0.0001  0.003
O  0.2107  0.8769  9.4236  0.0018  0.0039  -0.0026
O  1.4954  -2.5054  8.2272  0.0012  0.0129  -0.0013
O  3.9611  1.1314  18.3422  0.0002  0.0014  0.0034
O  0.3202  -0.4853  11.6776  -0.0018  0.0072  0.0068
O  5.9286  1.8964  14.8423  -0.0022  -0.0023  0.0103
O  3.1179  -0.6045  9.4493  0.0008  0.0057  -0.0025
O  1.96  10.7309  23.1762  0.0014  -0.0079  0.0081
O  4.8124  1.4106  7.4077  -0.005  -0.0006  -0.0083
O  0.0688  7.6173  11.4713  -0.0027  0.0049  0.0087
O  6.3809  6.8534  9.2265  0.0084  -0.0009  -0.0062
O  7.2376  0.1006  16.3004  -0.0013  0.0006  0.0039
O  9.0502  -1.7745  12.2214  -0.0016  0.0036  0.0048
O  -0.4826  4.2513  13.3239  0.0023  -0.0036  -0.0026
O  6.1393  7.8941  17.757  -0.0019  -0.0009  0.0045
O  9.3196  0.199  7.633  0.0129  0.0061  0.0028
O  4.8008  3.6388  18.7228  0.0025  -0.0032  0.0028
O  10.3001  9.8335  19.3742  -0.0017  0.0004  0.002
O  2.13  10.444  17.3135  0.0013  -0.0042  0.0023
O  4.4059  5.9876  17.6952  0.0014  -0.0067  -0.0073
O  6.2333  4.193  13.6981  -0.0069  0.0002  0.0037
O  5.2133  8.2382  12.8676  0.002  0.0121  0.0089
O  9.6456  5.3397  15.6089  0.0035  -0.0026  0.0006
O  9.1624  1.3891  17.8096  -0.0019  0.0009  0.0054
O  7.6913  10.4801  18.8855  0.0022  -0.0022  0.005
O  4.2429  -0.4194  11.911  -0.0013  0.0031  0.0047
O  2.996  3.7023  9.4841  -0.0016  0.0033  -0.0121
O  3.8357  10.7044  21.2783  -0.0022  0.0008  0.0024
O  -0.2636  2.2865  11.619  0.0024  -0.0085  0.0036
O  2.7984  1.5769  11.0147  -0.002  0.001  0.0085
O  4.2635  5.8525  13.1768  0.0011  -0.0043  0.0049
O  0.3233  -2.1449  13.7678  -0.0027  0.0012  -0.0006
O  1.2298  8.2125  16.1201  0.0007  -0.0005  0
O  7.6613  5.8497  17.2942  0.0031  0.0002  0.006

Results
free energy: -131991.789 eV
free energy less fixed offsets of O -568.88, Si -635.61 eV per atom: -3.389 eV

The program warned: the cutoff lies below the one the program advises for these potential files; the exchange-correlation potential is rough where the density is thin.
